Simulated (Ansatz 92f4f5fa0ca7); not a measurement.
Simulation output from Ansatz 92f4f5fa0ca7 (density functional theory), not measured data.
Periodic cell of 223 atoms, Si133O90, from a study of silicon, its oxide and their interface. The atomic structure is a simulated model.
Doubt: the cutoff is far below the 930 eV that the study's wrapper takes by default for these files, so forces and energies are approximate.
This geometry differs little from another in the collection (a relaxation step or a small displacement).

Settings
functional: PBE
potential files: Ansatz PAW
basis: plane waves
wave-function cutoff: 580 eV
density cutoff ratio: 5
exchange-correlation grid ratio: 1
k mesh: 1 x 1 x 1, Gamma-centred
self-consistency stop: 5e-08 eV per atom in the density residual
occupations: fixed
spin: none
net charge: 0

Cell vectors (angstrom)
a 10.938 0 0
b 0 10.938 0
c 0 0 32.1992

Atoms and the computed forces on them: element, x, y, z (angstrom), force x, y, z (eV/angstrom)
Si -0.5363 0.2615 24.6847 0.0269 0.0269 0.0588
Si 5.6719 -0.0072 24.6728 -0.0842 0.0835 0.0968
Si 2.7473 2.6525 24.7749 -0.0832 0.0013 0.0297
Si 8.2925 2.6339 24.7239 0.0315 0.0237 0.0515
Si -0.0333 5.6371 24.5426 0.0311 -0.0136 0.066
Si 5.1122 5.7026 24.8829 -0.0002 -0.0202 0.0467
Si 2.8846 7.9586 24.8014 -0.0097 0.0347 0.0415
Si 7.7821 8.5211 24.667 0.0311 -0.0543 0.0831
Si 1.1435 1.4309 25.9899 -0.0089 -0.0124 -0.0257
Si 6.8027 1.461 26.1074 -0.0205 0.0114 -0.0064
Si 4.065 4.0396 26.1666 0.0333 0.0014 -0.0105
Si 9.5812 4.1857 25.9469 -0.0067 -0.0261 -0.0205
Si 1.3186 6.8311 26.0952 -0.0241 -0.0103 -0.0267
Si 6.7441 6.9052 26.0605 0.0008 0.0155 -0.0152
Si 4.0398 9.6917 25.9454 0.0307 -0.0163 -0.0408
Si 9.4481 9.5441 26.0333 0.0255 0.012 -0.0075
Si 2.646 0.0762 27.3437 -0.0249 0.0024 0.0081
Si 8.1635 0.0239 27.4321 -0.0263 -0.0353 0.0156
Si -0.0887 2.8082 27.4194 0.0176 0.0136 -0.0029
Si 5.4637 2.7579 27.4926 0.0127 0.005 -0.0123
Si 2.6873 5.4556 27.4521 -0.01 -0.0115 0.0007
Si 8.1828 5.5191 27.3618 0.0068 -0.0008 -0.0034
Si -0.0449 8.2373 27.4087 0.0046 0.0002 -0.0136
Si 5.3895 8.2978 27.4068 -0.0041 -0.0053 -0.0008
Si 4.1018 1.3673 28.7809 -0.3717 -0.1477 -0.0243
Si 9.5708 1.3673 28.7809 -0.2153 0.1247 0.0885
Si 1.3673 4.1018 28.7809 -0.3445 -0.1481 0.3325
Si 6.8362 4.1018 28.7809 0.3761 0.3562 0.1053
Si 4.1018 6.8362 28.7809 -0.1327 0.1881 -0.084
Si 9.5708 6.8362 28.7809 -0.1605 0.0557 -0.0927
Si 1.3673 9.5708 28.7809 -0.0428 0.2197 -0.2708
Si 6.8362 9.5708 28.7809 -0.2529 0.1293 0.1674
Si 0 0 30.1482 0.0563 0.0156 -0.0167
Si 5.469 0 30.1482 -0.0081 -0.1324 0.0115
Si 2.7345 2.7345 30.1482 -0.0239 -0.0689 -0.0037
Si 8.2035 2.7345 30.1482 0.0342 -0.0336 0.0401
Si 0 5.469 30.1482 0.0252 -0.0745 0.0026
Si 5.469 5.469 30.1482 0.1165 0.0371 -0.0329
Si 2.7345 8.2035 30.1482 0.0378 -0.0819 -0.019
Si 8.2035 8.2035 30.1482 -0.0114 -0.0656 -0.0303
Si 1.3673 1.3673 31.5154 0.002 0.0329 -0.0002
Si 6.8362 1.3673 31.5154 -0.0557 0.1057 -0.0209
Si 4.1018 4.1018 31.5154 -0.0178 0.032 -0.0321
Si 9.5708 4.1018 31.5154 -0.0221 0.0104 -0.0161
Si 1.3673 6.8362 31.5154 -0.0761 0.0587 -0.0235
Si 6.8362 6.8362 31.5154 -0.0315 0.0499 -0.0105
Si 4.1018 9.5708 31.5154 -0.0001 0.0252 -0.0162
Si 9.5708 9.5708 31.5154 -0.0743 0.0046 -0.0272
Si 2.7345 0 0.6835 0.0175 -0.0444 0.0262
Si 8.2035 0 0.6835 0.0594 -0.0388 0.0165
Si 0 2.7345 0.6835 0.0113 -0.0097 0.018
Si 5.469 2.7345 0.6835 0.0359 -0.0614 0.024
Si 2.7345 5.469 0.6835 0.0798 -0.0554 0.0153
Si 8.2035 5.469 0.6835 -0.007 -0.0388 0.0201
Si 0 8.2035 0.6835 0.0703 -0.0723 0.0202
Si 5.469 8.2035 0.6835 0.0252 -0.0109 0.012
Si 4.1018 1.3673 2.0507 -0.0016 0.1092 0.0136
Si 9.5708 1.3673 2.0507 -0.1004 0.0542 -0.03
Si 1.3673 4.1018 2.0507 -0.0455 0.0514 -0.0131
Si 6.8362 4.1018 2.0507 0.044 0.0984 0.0217
Si 4.1018 6.8362 2.0507 -0.0097 0.0342 0.0274
Si 9.5708 6.8362 2.0507 -0.0161 0.1124 0.0287
Si 1.3673 9.5708 2.0507 -0.0332 0.0337 0.0374
Si 6.8362 9.5708 2.0507 -0.0856 -0.0734 0.0013
Si 0 0 3.418 0.1636 -0.0896 0.2846
Si 5.469 0 3.418 -0.0071 -0.1333 0.2095
Si 2.7345 2.7345 3.418 0.0492 -0.3385 0.0492
Si 8.2035 2.7345 3.418 0.2118 -0.2338 -0.446
Si 0 5.469 3.418 0.4328 -0.1043 0.0307
Si 5.469 5.469 3.418 0.0562 0.0093 0.057
Si 2.7345 8.2035 3.418 0.1429 -0.036 0.1808
Si 8.2035 8.2035 3.418 0.1539 0.1336 -0.3549
Si 1.4686 1.2707 4.8366 0.0034 0.0167 -0.0116
Si 6.8933 1.3482 4.7614 0.0096 0.0039 -0.024
Si 4.116 4.067 4.7732 -0.0312 -0.0124 -0.0232
Si 9.6999 3.9567 4.726 0.0063 -0.0214 0.0264
Si 1.4104 6.8208 4.8177 0.0183 -0.0091 0.0023
Si 6.9188 6.8115 4.7529 -0.0033 0.0224 -0.0217
Si 4.1214 9.5397 4.8381 0.0037 -0.029 -0.0138
Si 9.5564 9.5649 4.7927 -0.0268 -0.0067 -0.0123
Si 2.7352 -0.1413 6.3519 -0.003 -0.0023 -0.0034
Si 8.3134 0.0972 6.1949 0.0084 0.0025 0.02
Si 0.1608 2.6712 6.1979 -0.0214 0.0182 -0.01
Si 5.4837 2.6553 6.0868 0.0134 -0.0103 -0.0006
Si 2.8531 5.4684 6.1961 -0.0191 0.0212 0.0203
Si 8.3192 5.3295 5.9632 0.0122 -0.0211 -0.0074
Si -0.0525 8.1583 6.1481 0.0056 0.0126 0.0072
Si 5.6638 8.2724 6.1408 0 0.0166 0.0252
Si 4.3831 1.1328 7.5104 -0.0043 0.0042 0.0207
Si 9.9531 1.1555 7.6114 -0.03 0.0087 -0.0434
Si 1.309 4.2512 7.5441 0.0058 0.0054 -0.0575
Si 6.7916 4.1844 7.2837 0.0467 -0.0451 -0.0052
Si 4.6401 6.57 7.3251 -0.0595 0.0632 -0.0738
Si 9.8355 6.4095 7.3479 0.0183 -0.0142 -0.0045
Si 1.0237 9.5926 7.656 -0.0102 0.0201 -0.0143
Si 6.7448 9.9291 7.5217 0.0042 -0.0339 -0.057
O 5.7694 5.4159 7.6155 0.0197 -0.0292 0.0157
O 0.0122 -0.0916 8.1081 0.0168 -0.0101 0.0103
O 0.7516 5.2292 23.1391 0.0277 -0.0136 -0.0575
O 5.385 11.5677 23.1356 -0.0167 0.0198 -0.0459
O 0.9186 9.4086 21.2368 -0.0027 0.0019 -0.0017
O 7.5827 3.1739 23.3343 -0.0236 0.0144 -0.041
O 7.5445 -1.4146 8.9143 0.0073 -0.0055 0.0452
O 0.1659 5.4258 7.8309 0.0057 0.0067 0.0079
O 9.0239 6.715 8.7654 -0.012 0.0028 0.0117
O 1.3551 8.6139 8.9673 0.0112 -0.0405 0.0425
O 9.4301 1.9228 8.9873 -0.0123 0.0263 0.0262
O 4.324 7.0699 8.8589 -0.0017 -0.005 0.0516
O 1.8295 3.536 8.9663 0.0361 -0.0255 0.0466
O 5.5231 0.0205 7.9729 -0.0052 0.0122 0.0084
O 7.4149 3.6128 8.693 -0.0012 0.0048 0.0042
O 8.4462 8.9695 11.4282 -0.0028 -0.0081 -0.0056
O 9.7075 6.5757 23.9111 -0.0214 0.0195 -0.0268
O 2.7631 3.7372 23.5312 0.0161 0.0251 -0.0519
O 9.3774 1.4847 24.2615 -0.0122 0.0099 -0.0295
O 5.6594 4.9987 23.5209 0.0099 -0.0054 -0.0178
O 10.5669 -0.5317 23.2457 0.0034 -0.0082 -0.0513
O 7.9382 8.0971 23.068 0.011 -0.021 -0.0591
O 3.3645 -0.7333 22.1889 -0.002 -0.011 -0.0038
O 2.0396 8.3423 23.4307 -0.008 0.0055 -0.0302
Si -1.1942 6.9595 14.9993 0.0024 -0.0028 -0.0051
Si -2.3092 -9.2932 14.7005 -0.0031 0 -0.0079
Si 9.1058 3.7814 18.9115 -0.0001 0.0042 -0.0083
Si 0.3098 12.6299 18.4003 0.0017 0.004 -0.0083
Si 3.9341 6.0562 10.0805 -0.0206 0.0019 0.0064
Si 2.5629 6.5667 20.3436 0.0021 0.0007 -0.0013
Si 1.955 -4.398 15.182 -0.0009 -0.0008 -0.0057
Si 12.929 4.5237 22.3426 -0.0112 -0.0004 0.0301
Si 3.8372 0.7446 22.6145 0.0149 -0.0024 0.0252
Si 3.2315 3.1202 9.7453 -0.0162 -0.0037 0.013
Si 6.7998 4.3838 22.5671 0.0022 -0.0058 -0.0033
Si 8.9715 -3.0804 17.7215 -0.0002 -0.0024 -0.01
Si -2.7412 -6.4806 16.0377 0.0006 -0.0018 -0.0069
Si 3.0683 3.6417 15.0744 -0.0013 0.004 -0.0034
Si 4.7166 2.2236 17.5145 -0.001 0.0037 -0.0059
Si -4.8287 3.9314 19.6215 -0.0011 -0.0016 0.0196
Si 8.8032 6.8221 22.5611 -0.016 -0.0059 0.0237
Si 9.5222 6.057 10.1879 0.0051 -0.009 0.007
Si -3.8084 1.5627 11.9115 0.0097 0.0084 0.0022
Si 0.7093 12.7992 15.3757 -0.0018 0.0025 -0.0029
Si 12.2846 -3.3299 10.2739 0.0055 -0.0046 0.0011
Si 2.324 8.997 21.964 -0.0018 0.0008 0.0139
Si -2.6459 7.6247 12.3676 0.009 0.0009 0.0106
Si 2.8649 -0.0761 14.5439 -0.0012 0.0026 -0.0013
Si -1.6759 -0.2685 19.0744 -0.0022 -0.0002 0
Si 4.5225 10.3042 17.1101 0 0.002 -0.0073
Si 2.6413 -2.5231 12.9282 -0.0054 -0.0014 0.001
Si -0.6194 6.3969 19.9805 0.0089 0.0063 -0.0114
Si 3.6022 7.472 17.5543 0.0006 0.0006 -0.0101
Si 8.6211 3.1656 9.6985 0.0211 -0.0098 0.0138
Si 5.4304 -3.1054 12.0019 -0.0039 0 0.0152
Si -0.0861 10.6255 21.6606 -0.0041 -0.0162 0.0239
Si 1.866 2.0048 20.8209 0.0106 0.0001 0.0008
Si 7.2542 9.6443 10.5179 0.0134 0.0107 -0.0069
Si 4.043 2.2515 12.6313 -0.0067 0.0048 -0.0027
Si 6.2966 6.085 17.5926 0.0055 0 -0.0089
Si 7.1702 0.5929 17.1366 -0.0002 0.0006 -0.0067
O -1.5092 -2.8805 16.1714 -0.0027 -0.0024 0.0117
O 4.0487 10.3461 15.5415 -0.0005 0.001 0.0022
O 6.6986 -6.0548 16.55 0.0032 0.0027 -0.001
O 8.8024 -1.7102 18.5336 -0.0014 -0.0092 -0.0029
O 6.8165 9.8117 24.4316 0.0066 -0.0693 -0.0449
O 1.7309 1.819 19.2029 -0.0073 0.0006 -0.0107
O 3.9809 3.4803 13.7247 0.0002 0.0043 -0.0008
O -2.7348 0.5773 15.8699 0.0016 0.0013 0
O -3.3522 3.3479 19.2612 -0.0041 0.0045 0.0008
O -2.9146 0.6715 18.5406 0.0005 -0.0014 0.0039
O -1.5339 7.6564 13.5588 -0.0022 -0.0029 -0.0004
O -1.3096 7.2171 21.2151 0.0113 -0.0018 -0.0205
O 3.1575 6.5391 18.8266 0.0035 0.003 -0.0022
O 2.3341 -4.6306 10.2302 0.0101 0.0188 -0.0141
O -0.8314 2.5398 19.1884 0.0015 0.0015 0.0052
O 8.4672 6.3149 11.403 -0.0101 0.0124 0.0013
O 7.5399 7.1044 17.7647 0.0103 0.004 0.0014
O 7.084 0.252 10.9582 -0.0027 0.0002 -0.0065
O 3.8041 2.9558 16.373 -0.0008 0.0007 0.0007
O 3.0986 1.226 23.9963 0.0122 0.0113 -0.014
O -4.7077 12.8619 16.9517 -0.002 0.0004 0.0015
O -0.6767 1.6176 14.5566 0.0014 0.0004 -0.0022
O 10.6967 0.1511 18.3822 0.0015 0.0019 0.0001
O 3.0222 5.4751 21.4863 0.0062 0.0112 -0.0048
O -5.9454 6.8321 16.9856 -0.0012 0.0025 0.0039
O 4.9032 3.0844 18.8948 -0.0009 -0.0027 -0.0028
O 1.4062 3.5034 21.2246 -0.0076 -0.009 -0.0123
O -7.045 9.0417 17.9273 -0.0003 -0.002 0.0032
O 4.1643 4.4692 9.779 -0.002 0.0109 -0.0173
O 7.8852 5.5351 22.191 0.0107 0.0106 0.0044
O 3.3993 1.7071 21.3587 -0.0122 0.0096 -0.015
O 2.4492 7.5194 16.3951 0 0.0007 -0.0005
O 6.1686 -0.7081 17.1247 0.0017 -0.0011 0.0031
O 6.7464 7.5547 12.9429 -0.0042 -0.0012 -0.0079
O 9.5181 -0.2788 20.7026 -0.0094 0.0031 -0.0148
O 2.0985 -1.307 13.8321 0.0057 -0.0001 -0.0065
O 3.118 2.5847 11.3003 0.0076 -0.0064 0.0081
O 6.0032 3.8617 21.2422 -0.0013 -0.001 -0.0306
O 0.7692 1.063 21.5582 0.0028 0.0062 0.0005
O 4.011 6.8258 24.3718 0.0148 -0.0031 -0.0317
O -3.0223 12.1626 13.3028 0.0032 0.0001 0.0044
O -1.7714 4.2421 17.3418 -0.0053 0.0023 -0.0027
O 5.6 2.0473 12.2004 -0.0056 0.0016 -0.0062
O 2.3577 7.007 13.6783 0.0002 0.0052 -0.0066
O 0.3346 6.4332 15.1698 -0.0046 0.0025 0.0007
O -7.8898 7.9942 20.9309 0.0071 -0.0109 -0.0102
O -2.8053 3.143 15.1 -0.0007 0.0058 0.0033
O -4.95 5.4721 19.0798 0.0024 0.0004 -0.0009
O 4.8118 6.445 11.396 0.0042 0.0103 -0.0006
O 3.4738 0.9171 13.3955 -0.0027 -0.0073 -0.0009
O 3.9188 1.9139 8.8895 -0.0037 0.0139 -0.005
O 2.7728 5.1733 15.4751 -0.0004 -0.0022 -0.0023
O 10.1427 7.052 18.5079 -0.013 0.0044 0.0038
O 10.8605 6.8956 10.5957 0.0022 0.0026 -0.0106
O 0.9633 6.3363 20.2599 -0.0167 0.0005 -0.0006
O 1.6695 0.5601 15.4412 -0.0009 0.0024 0.0009
O 0.4287 2.2985 16.9135 0.0006 -0.0025 -0.0026
O 4.2602 -2.3438 12.8251 -0.0042 -0.0054 -0.0071
O 9.6197 4.9379 19.9215 0.0052 0.0027 0.0006
O 4.059 0.7567 17.8493 -0.0001 -0.0013 0.0028
O 5.8698 -2.1125 10.7879 -0.0058 -0.0079 -0.0031
O 1.5907 3.0378 14.6889 0.0023 0.0001 -0.0019
O -2.1548 5.6581 15.1218 0.0004 0.0014 0.0028
O 1.8534 -2.4092 11.5152 0.0135 -0.0023 0.0019
O 7.9633 2.7098 11.113 -0.0164 -0.0118 0.0076
O 9.6245 -6.5146 10.028 0.0015 0.0131 -0.0155

Results
free energy: -135736.508 eV
free energy less fixed offsets of O -568.88, Si -635.61 eV per atom: -1.178 eV

The program warned: the cutoff lies below the one the program advises for these potential files; the forces do not sum to zero within the program's tolerance; the exchange-correlation potential is rough where the density is thin.
